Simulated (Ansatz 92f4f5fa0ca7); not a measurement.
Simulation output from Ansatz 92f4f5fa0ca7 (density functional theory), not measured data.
Periodic cell of 260 atoms, Si144O116, from a study of silicon, its oxide and their interface. The atomic structure is a simulated model.
This geometry differs little from another in the collection (a relaxation step or a small displacement).

Settings
functional: r2SCAN
potential files: Ansatz PAW
basis: plane waves
wave-function cutoff: 800 eV
density cutoff ratio: 5
exchange-correlation grid ratio: 1
k mesh: 1 x 1 x 1, shifted by 0.5 0.5 0 of a step
self-consistency stop: 1e-10 eV per atom in the density residual
occupations: fixed
spin: none
net charge: 0

Cell vectors (angstrom)
a	10.88	0	0
b	0	10.88	0
c	4.8061	-2.0015	37.6799

Atoms: element, x, y, z (angstrom)
Si	13.1537	14.2034	21.965
Si	14.1342	12.4885	-2.4324
Si	11.0311	4.5336	-1.9398
Si	6.9562	12.6313	20.3147
Si	16.2429	10.3263	-2.6113
Si	10.9995	9.0414	-1.8572
Si	5.5868	14.6664	-2.1214
Si	7.665	12.487	-2.0375
Si	11.382	9.9939	0.2289
Si	12.9959	11.7525	0.2609
Si	10.4145	3.5275	0.1151
Si	14.0831	7.316	0.2157
Si	4.9534	8.9412	0.07
Si	8.6151	12.7579	0.105
Si	16.8269	15.4744	0.0782
Si	7.7135	6.2326	0.2478
Si	9.5536	10.9589	1.3463
Si	12.1035	13.5117	1.4918
Si	9.4794	5.2712	1.4482
Si	12.3192	8.2334	1.4705
Si	14.9175	10.7992	1.2744
Si	17.7514	13.71	1.3799
Si	15.0346	16.3769	1.3426
Si	6.7352	8.0603	1.3577
Si	8.1495	9.5119	2.5942
Si	10.8069	12.2137	2.915
Si	8.1434	4.0521	2.9164
Si	10.8819	6.7647	2.6454
Si	13.6421	9.5548	2.8608
Si	16.3189	12.2385	2.5749
Si	13.5952	14.9586	2.614
Si	16.3138	6.7828	2.8465
Si	9.5137	8.1489	3.9908
Si	12.2448	10.8796	4.1887
Si	9.4786	2.6992	4.2375
Si	12.2525	5.4269	4.0239
Si	14.9773	8.1642	4.1703
Si	6.7994	10.8824	3.9839
Si	14.9539	13.5923	3.984
Si	17.6699	5.4459	4.2001
Si	10.8598	9.4568	5.4312
Si	13.6342	12.2789	5.4479
Si	10.8965	4.1001	5.4504
Si	13.5805	6.7764	5.4333
Si	5.4913	9.5445	5.4289
Si	8.1071	12.1864	5.4781
Si	16.2618	4.0461	5.4427
Si	8.1879	6.8408	5.451
Si	9.5079	10.8209	6.7901
Si	12.2344	13.6065	6.7974
Si	9.5466	5.4777	6.8028
Si	12.2276	8.1155	6.7965
Si	15.003	10.8869	6.7792
Si	6.7352	13.567	6.7997
Si	14.9303	5.4398	6.8074
Si	6.8332	8.1948	6.8117
Si	8.1674	9.5289	8.2102
Si	10.9022	12.1629	8.1218
Si	8.1241	4.0943	8.0705
Si	10.8875	6.8136	8.212
Si	13.6246	9.5009	8.0863
Si	16.331	12.1934	8.2068
Si	13.5357	14.9952	8.1512
Si	16.321	6.8338	8.1359
Si	9.5742	8.2306	9.5547
Si	12.3146	10.8123	9.5011
Si	9.4536	13.5401	9.3462
Si	12.2073	5.4401	9.5883
Si	14.9776	8.2133	9.5054
Si	6.8443	10.8599	9.6252
Si	14.8805	13.5794	9.403
Si	6.8254	5.4898	9.4709
Si	10.9661	9.5361	10.9787
Si	13.5863	12.2581	10.8559
Si	10.7464	14.8222	10.7458
Si	13.6406	6.8539	10.87
Si	5.4049	9.5425	10.9735
Si	8.2571	12.279	10.9344
Si	16.2759	14.9211	10.6491
Si	8.2124	6.863	10.8454
Si	10.0598	11.355	12.259
Si	11.3182	5.9636	13.1901
Si	9.3532	5.2526	12.1132
Si	12.1893	8.0089	12.3606
Si	4.351	11.2951	12.2677
Si	14.7544	8.296	19.553
Si	14.9144	5.2929	12.0559
Si	6.7699	8.1026	12.2422
Si	11.8679	13.2697	12.1151
Si	7.5379	12.0412	16.4727
Si	6.6806	7.7954	-11.2341
Si	10.9633	5.6615	15.4393
Si	7.8136	5.7979	17.9766
Si	6.5996	13.5191	12.0709
Si	5.7632	6.7261	18.061
Si	8.3839	9.8632	14.4314
Si	15.8804	12.3221	18.1495
Si	14.6828	4.2147	18.0688
Si	7.4615	4.4338	13.3959
Si	11.67	13.3229	-9.927
Si	9.6828	8.0101	16.6124
Si	15.2643	7.1614	-6.7317
Si	10.9421	9.7509	18.8302
Si	13.5528	10.219	17.5369
Si	13.5616	11.7801	-11.9515
Si	8.9023	11.7563	19.3176
Si	13.0589	15.132	13.1922
Si	14.7952	9.6542	22.265
Si	13.1761	6.9001	-1.8675
Si	15.8507	12.5933	22.6758
Si	8.8212	5.8203	-10.7867
Si	5.4722	12.6885	-12.7811
Si	9.0879	5.1763	-7.8879
Si	8.8294	6.6602	-1.7187
Si	8.2319	4.0338	15.5587
Si	8.2117	4.6025	19.9691
Si	10.713	13.4187	23.5342
Si	13.1697	5.6353	20.2175
Si	8.1254	8.0246	-4.0451
Si	11.0297	7.4807	20.8053
Si	9.7331	7.6712	-6.3612
Si	12.5947	14.1651	-4.3139
Si	5.8338	6.1984	13.3379
Si	11.2908	4.8112	-12.0467
Si	12.0155	8.8818	23.3401
Si	13.6049	4.7445	15.4323
Si	10.5389	13.6894	20.6723
Si	9.3139	10.6833	-3.7487
Si	11.7352	14.6201	-7.1599
Si	8.7544	12.1143	-9.3312
Si	13.5268	8.8341	-11.8861
Si	8.3651	6.7985	21.8432
Si	6.2101	8.2234	23.5945
Si	14.8467	5.5417	-4.0434
Si	13.952	9.6047	14.4982
Si	8.5934	10.4569	-6.6451
Si	12.3927	6.631	-7.4641
Si	7.0869	14.7524	-9.4589
Si	4.7433	7.1065	15.1769
Si	12.9513	6.5827	-10.2897
Si	6.0798	9.2519	-5.5207
Si	7.185	10.6543	-11.407
Si	15.8416	5.8051	-9.4
Si	15.7419	7.2959	-13.4131
O	13.053	12.4199	-1.2461
O	9.7803	7.984	-1.5926
O	16.2334	9.1179	-1.5318
O	6.4921	11.3694	-2.1144
O	6.9839	13.9008	-2.4974
O	11.413	14.5371	-3.2585
O	10.6556	10.1276	-3.0312
O	9.5486	10.7623	13.7209
O	14.2615	6.2452	15.4179
O	12.8084	8.9073	13.5934
O	7.4135	4.7365	16.7698
O	14.53	10.8863	13.6921
O	5.5023	12.4122	12.6675
O	8.3684	11.5991	17.7884
O	16.2658	7.8735	19.1475
O	14.0301	8.8167	18.1988
O	7.5668	13.2166	-9.4477
O	7.5176	10.8352	15.3942
O	9.5621	7.7564	-4.7495
O	11.6311	7.7403	22.2827
O	12.2448	13.8137	-8.4811
O	12.3458	9.0134	-12.9966
O	14.4632	14.7485	16.494
O	14.8032	11.0407	-2.5417
O	7.6516	4.4849	-8.0686
O	15.287	13.7327	18.655
O	7.5487	5.6377	21.0632
O	16.0378	6.3473	-7.8911
O	8.2791	13.3129	15.8052
O	12.2661	5.5614	-1.6731
O	12.1673	4.8663	16.1638
O	7.7594	6.9777	-2.8994
O	7.4864	9.1789	13.2791
O	15.499	11.0274	22.6874
O	11.288	7.481	-6.6763
O	14.3119	5.8208	-9.8787
O	8.766	11.5047	-7.8405
O	15.1889	8.5884	14.6812
O	12.4089	5.9057	-11.6527
O	14.0367	6.9922	20.1679
O	11.5555	8.6175	19.791
O	9.6682	4.1838	20.5955
O	12.175	10.6604	18.286
O	7.0119	10.3534	-6.263
O	10.9247	7.1138	16.1428
O	8.9206	6.373	-6.8434
O	12.2851	8.1773	-2.349
O	13.3722	12.8447	-3.8032
O	9.3338	6.1038	22.9293
O	8.9584	8.6379	15.3159
O	15.327	6.2771	-5.387
O	9.5179	5.7778	-9.3298
O	5.9345	14.2107	-13.0765
O	7.2447	14.1733	19.8137
O	9.7027	5.4081	-2.2772
O	11.9819	6.474	-9.0134
O	5.4842	9.8488	-4.1463
O	6.2168	11.9575	-11.5333
O	16.1097	4.8195	-3.3229
O	12.1578	13.7844	20.7254
O	14.5332	13.3715	22.1146
O	13.0128	8.1872	-10.5133
O	6.9857	7.9537	-5.1706
O	11.9735	13.8196	-5.7735
O	5.5426	7.3294	16.5612
O	11.3882	14.5434	-10.9285
O	13.3871	4.6871	18.9198
O	11.6109	6.0735	20.2713
O	12.2244	14.0103	23.2988
O	7.3428	7.8829	22.4718
O	9.7075	14.5746	24.0627
O	15.2426	13.5993	-2.0472
O	9.8535	5.5314	-11.9761
O	10.2226	9.2029	17.5087
O	16.264	13.1048	24.1502
O	8.1977	7.286	-11.0445
O	12.6249	11.5893	-13.2658
O	9.4583	10.9193	-5.3441
O	15.6362	8.4232	22.9267
O	14.2615	6.6614	-3.039
O	10.2388	12.636	-9.6572
O	8.4246	10.9989	-10.446
O	5.8448	11.8213	19.4341
O	13.7631	7.4165	-7.2474
O	15.8309	8.6627	-6.4988
O	14.6801	11.3337	17.7818
O	13.5564	4.8506	21.5953
O	15.6912	5.4391	18.2561
O	5.5117	4.2657	-9.5022
O	6.321	12.7799	21.7968
O	6.2936	7.7104	-12.8043
O	12.5512	5.1179	-6.9292
O	14.6109	7.7456	-12.3659
O	10.6948	9.8113	23.5853
O	13.3411	10.034	15.9371
O	5.7572	6.8173	-10.362
O	13.6785	4.4806	-4.3804
O	9.4072	7.5014	20.8128
O	14.7921	9.4675	20.6602
O	13.2659	9.728	22.7743
O	10.1653	4.087	-7.374
O	12.7399	12.3558	-10.6786
O	10.1469	12.9376	22.0783
O	8.8294	12.0752	-3.0933
O	6.4828	9.336	-10.7762
O	9.7032	4.6869	15.7029
O	8.1741	9.5479	-3.4776
O	10.0643	12.9028	19.3544
O	9.1547	8.9983	-7.0836
O	8.7672	7.0164	17.4803
O	7.7276	4.6213	-10.7561
O	6.0171	12.4274	16.8858
O	14.1527	10.3022	-11.5942
O	7.6748	10.2841	-12.9082
O	9.769	10.4439	19.7053
O	14.7828	12.7342	-12.4061

Results
free energy: -158271.493 eV
free energy less fixed offsets of O -570.45, Si -639.56 eV per atom: -2.653 eV

Forces (eV/angstrom), in the order of the atoms: element, x, y, z
Si	0.0004	-0.0005	0.0013
Si	-0.0003	-0.0012	0.003
Si	-0.0007	-0.0005	0.0006
Si	-0.0015	0.0026	0.0007
Si	0.0009	-0.0008	0.0032
Si	-0.0004	0.0004	0.0007
Si	0.0014	-0.0001	0.0007
Si	0.0001	0.0006	0.0009
Si	-0.0004	0.0015	0.0004
Si	0.0006	0	-0.0007
Si	0.0012	-0.0008	0.0003
Si	-0.0005	-0.0005	0.0014
Si	0.0016	0.0007	-0.001
Si	0.0006	0	0.0005
Si	0.0005	0.0007	-0.0006
Si	-0.0012	0.0004	-0.0006
Si	0.0007	0.0002	0.0019
Si	-0.0008	-0.0002	0.0008
Si	0.0001	-0.0012	0.0016
Si	-0.0002	-0.0001	0.0003
Si	-0.0002	-0.0013	-0.0004
Si	0.0002	-0.0002	0.001
Si	0	-0.0008	0.0021
Si	-0.0004	0.0003	0.0004
Si	0.0002	0.0005	-0.0014
Si	-0.0004	-0.0003	-0.0001
Si	0.0008	0.0006	-0.0008
Si	0.0005	-0.0002	0.0017
Si	0.0006	0.0001	-0.0009
Si	0	-0.0002	-0.0002
Si	-0.0002	0.0009	-0.0013
Si	0.0003	-0.0006	-0.0001
Si	0.0005	-0.0003	-0.0007
Si	-0.0002	0	-0.0002
Si	0.0003	-0.0006	0.0009
Si	0.0003	0.0006	-0.0004
Si	-0.0002	-0.0007	0.0006
Si	0	0.0004	0.0002
Si	0.0009	-0.0005	-0.0003
Si	-0.0007	0.0001	0.0006
Si	0.0002	0.0003	0.0003
Si	-0.0003	0.0006	0.0008
Si	0.0002	0.0003	0.0004
Si	0.0002	-0.0002	0.0001
Si	0	-0.0002	0.0002
Si	-0.0007	-0.0004	0.0012
Si	0	-0.0004	0.0004
Si	0.001	0.0003	0.0008
Si	-0.0005	-0.0001	0.0002
Si	0.0011	-0.0006	0.0001
Si	0.0006	0.0012	0.0004
Si	-0.0007	-0.0002	0.0005
Si	0.0006	0.0007	0.0001
Si	-0.0004	-0.0009	-0.0002
Si	-0.0006	-0.0003	-0.0001
Si	0.0001	0.0009	0.0003
Si	-0.0002	0.0016	0.0007
Si	0.0006	-0.0005	-0.0004
Si	-0.0003	0	0.0006
Si	0.0005	-0.0001	-0.0004
Si	0.0001	0.0009	0
Si	0.0005	-0.0015	0.0005
Si	-0.0007	0.0008	0.0007
Si	0.0002	-0.0006	-0.0001
Si	0.002	-0.0005	0.001
Si	-0.0015	0.0008	0.0009
Si	-0.0011	0.0004	0.0017
Si	-0.0005	-0.001	0.0004
Si	0.0004	0.0004	0.0006
Si	-0.001	0.0009	0.0012
Si	-0.001	-0.0013	-0.0003
Si	-0.0001	0.0005	0.0002
Si	-0.0007	-0.0016	-0.0001
Si	0	0.0014	0.0021
Si	0.0027	0.001	0.003
Si	-0.0008	0.0006	0.0019
Si	-0.0017	-0.001	-0.0005
Si	0.0013	-0.0024	0.0002
Si	0.0017	0.0012	0.0009
Si	-0.0011	0.0008	0.0026
Si	0.0004	0.0013	0.0011
Si	0.001	-0.003	0.0006
Si	-0.0008	-0.0002	-0.0007
Si	0.0034	0.0037	0.0021
Si	-0.0002	0.0016	0.0018
Si	-0.0017	0.0022	-0.0002
Si	-0.0002	0.0018	0.0001
Si	0.0002	-0.002	-0.0001
Si	-0.0022	-0.0029	0.0011
Si	-0.0008	-0.0003	-0.0073
Si	-0.0001	-0.001	0.0039
Si	0.0059	-0.0025	-0.0004
Si	0.0035	-0.0024	-0.0048
Si	-0.0025	-0.0019	0.0004
Si	-0.0122	-0.002	-0.0067
Si	0.0001	0.001	-0.0109
Si	-0.0008	0.0001	-0.0038
Si	0.0006	0.0003	-0.0068
Si	0.0021	-0.0005	0.0015
Si	-0.0001	-0.0008	0.0025
Si	0.0066	0	-0.0066
Si	0.0012	0.0006	0.0019
Si	0.0012	-0.0003	-0.0037
Si	-0.0005	0.0011	-0.0039
Si	0.0006	-0.0002	0.0033
Si	0.0013	0.0001	-0.0045
Si	-0.0004	0.0014	-0.0018
Si	-0.0013	0.0001	0.0027
Si	-0.0001	0.0006	0.0009
Si	0.0005	0.0001	0.0054
Si	-0.0002	-0.0006	0.0036
Si	-0.0021	-0.0011	0.004
Si	-0.0004	0	0.0028
Si	0	-0.0011	0.001
Si	0.0039	-0.003	-0.005
Si	0.0008	0.0007	0
Si	-0.0006	-0.0017	0.0044
Si	-0.001	-0.0004	-0.0009
Si	0	-0.0005	0.0035
Si	0.0024	-0.0004	-0.0007
Si	-0.0006	-0.0015	0.0001
Si	-0.0009	-0.001	0.0024
Si	-0.0033	0.0016	-0.0009
Si	-0.0007	0.0011	0.0053
Si	0.0002	-0.0003	0.0032
Si	-0.0016	0.0062	-0.0049
Si	-0.0002	0.0008	0.0005
Si	0.001	0.0011	0.0059
Si	0.0011	-0.0002	0.0025
Si	0.0006	-0.0008	0.0032
Si	0.0006	0	0.0026
Si	-0.0006	-0.0007	0.0023
Si	-0.0003	0.0007	0.0051
Si	0.0009	0.0005	0.0029
Si	-0.0039	0.0013	-0.009
Si	0.0016	-0.0007	0.0015
Si	0.0008	-0.0014	0.0023
Si	0.0005	-0.0007	0.0022
Si	-0.001	-0.0026	-0.0051
Si	0.0003	-0.0001	0.0026
Si	0.0004	0.0008	0.0026
Si	0.0009	-0.0001	0.0032
Si	0.0013	-0.0009	0.0035
Si	0.0005	0.0011	0.004
O	0.0011	0.0001	-0.0018
O	0.0002	0.0013	-0.0012
O	0.0003	0.0008	-0.0008
O	0	-0.0004	-0.0003
O	0.0004	0.0003	0.001
O	0.0013	-0.0003	0.0006
O	-0.0005	0.0009	0
O	0.0004	0.0001	0.0017
O	-0.0009	-0.0042	0.0024
O	-0.0006	-0.0005	0.001
O	-0.0011	0.0047	0.0094
O	0.0002	-0.0012	0.0016
O	0.0016	-0.0015	-0.0006
O	0	-0.0006	0.004
O	0.0025	-0.0013	0.0001
O	0.0007	-0.0006	0.0013
O	0.0003	0.0001	0.0002
O	-0.0029	0.0039	0.0018
O	0.0005	-0.0003	-0.0014
O	-0.0003	0.002	-0.0031
O	0.0001	-0.0008	-0.001
O	0.0004	0.0017	-0.0015
O	-0.0006	0.0006	0.0047
O	0.0005	0.0007	-0.0025
O	0.001	-0.0006	-0.0008
O	0.0004	0.001	0.0011
O	0.0003	0.0019	-0.0008
O	-0.0003	-0.0001	-0.0013
O	-0.001	-0.0008	0.004
O	0.001	0.0004	-0.0011
O	-0.0018	0.0084	-0.0015
O	0.0005	0.0002	-0.0011
O	0.0022	0.0035	0.0059
O	-0.0003	0.0003	-0.0012
O	0.0001	-0.0055	-0.002
O	-0.0004	0.0006	-0.0015
O	0.001	-0.0012	-0.0014
O	0.0031	-0.0001	0.0039
O	-0.0005	-0.0017	0.0007
O	0.0006	0.001	0.0009
O	-0.0005	0.0009	0.0005
O	0.0018	-0.0013	0.0009
O	-0.0008	-0.0008	0.0011
O	0.0012	-0.0011	0.0007
O	-0.0095	-0.0005	-0.0012
O	0.0011	0.0001	0.0001
O	0.0016	-0.0005	0.0007
O	0.0001	0.0004	0.0004
O	-0.0002	0.0013	-0.0012
O	-0.0019	-0.0033	0.0075
O	0.0003	0.0005	-0.0009
O	0.0002	0.0004	-0.0019
O	-0.0002	0.0017	-0.003
O	-0.0007	-0.0009	-0.0003
O	0.0001	-0.0006	-0.0014
O	0.0004	0.0007	-0.0002
O	0.0014	-0.001	-0.0011
O	-0.0003	0.0001	-0.0026
O	-0.0011	-0.0006	0.0005
O	-0.0001	-0.0006	-0.0009
O	-0.0016	0.0017	-0.0009
O	0.0004	-0.0004	-0.0015
O	-0.0002	0	-0.0008
O	0.0001	0.0018	-0.0013
O	0.0028	-0.0015	0.0111
O	0.0008	0.0013	-0.0025
O	-0.0002	0.0019	0.0032
O	-0.0002	0.0006	-0.0009
O	0.0006	0	-0.0029
O	0.0008	-0.0008	-0.0028
O	-0.0002	-0.0008	-0.0063
O	0.0003	0.0002	-0.0013
O	0.0018	-0.0007	-0.0015
O	-0.0002	0.0011	0.0027
O	-0.0003	-0.001	-0.0042
O	-0.0005	-0.0002	-0.0007
O	-0.0007	-0.001	-0.0026
O	0.0004	-0.0008	0.0017
O	0.0002	0.0005	-0.0012
O	0.0008	-0.0006	0.0004
O	0.0003	-0.0006	-0.001
O	-0.0019	-0.0015	-0.0022
O	0.0011	-0.0015	0.0016
O	-0.0005	-0.0011	-0.0004
O	0.0006	-0.0007	-0.0009
O	0.0005	0.0015	0.0024
O	-0.0001	-0.0003	-0.0003
O	0.0061	0.0076	0.0009
O	0.0007	0	-0.0009
O	0	0.0006	-0.001
O	-0.0019	-0.0022	-0.0023
O	-0.0015	-0.0014	-0.0039
O	0.0015	-0.0009	-0.0033
O	0.0012	0	-0.0022
O	-0.0006	0	0.0066
O	0.0006	0.0011	-0.0017
O	-0.0006	0.0001	0.0017
O	0.0006	0.0009	-0.0004
O	0.0008	-0.0003	0.0002
O	0.0014	0.0004	-0.0013
O	0.0035	0.0013	0.0009
O	0.0002	-0.0009	-0.0021
O	-0.0004	0.0016	-0.0035
O	0	-0.0011	-0.0007
O	0.0003	-0.0008	-0.0018
O	0.0004	0.0029	0.0028
O	0.0008	-0.0001	-0.002
O	0.0005	0.0013	0.002
O	0.0011	-0.001	-0.0005
O	-0.0015	-0.001	0.0039
O	0.001	-0.0002	-0.0015
O	-0.0006	-0.0004	0.002
O	-0.0004	-0.0013	-0.0025
O	-0.0003	0.0005	-0.003
O	-0.0014	0.0006	0.0018
O	-0.0005	0.0001	-0.0012

The program warned: the cutoff lies below the one the program advises for these potential files; the forces do not sum to zero within the program's tolerance; empty levels may hold ghost states of the PAW files; the exchange-correlation potential is rough where the density is thin.
